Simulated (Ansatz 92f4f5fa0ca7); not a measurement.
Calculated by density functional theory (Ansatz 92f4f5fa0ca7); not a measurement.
Periodic cell of 212 atoms, Si132O80, from a study of silicon, its oxide and their interface. The atomic structure is a simulated model.
Doubt: the cutoff is far below the 930 eV that the study's wrapper takes by default for these files, so forces and energies are approximate.
This geometry differs little from another in the collection (a relaxation step or a small displacement).

Settings: functional PBE; potential files Ansatz PAW; basis plane waves; wave-function cutoff 580 eV; density cutoff ratio 5; exchange-correlation grid ratio 1; k mesh 1 x 1 x 1, Gamma-centred; self-consistency stop 5e-08 eV per atom in the density residual; occupations fixed; spin none; net charge 0.

Cell vectors (angstrom)
a	10.938	0	0
b	0	10.938	0
c	0	0	31.5154

Atoms: element, x, y, z (angstrom)
Si	-0.5374	0.6058	24.227
Si	5.9245	-0.4495	24.17
Si	2.0798	3.3359	24.1151
Si	8.7375	2.3603	24.1663
Si	0.2926	4.9949	24.0969
Si	4.9434	6.0513	24.0103
Si	3.197	7.727	24.0229
Si	7.6865	8.8405	24.1267
Si	1.3095	1.48	25.4111
Si	6.8566	1.4093	25.3165
Si	4.0033	4.2238	25.2526
Si	9.6038	4.0759	25.5163
Si	1.3445	6.8287	25.2398
Si	6.7845	6.9218	25.2715
Si	4.1059	9.5238	25.3394
Si	9.4875	9.6891	25.398
Si	2.721	0.0145	26.6649
Si	8.1566	0.0656	26.7982
Si	0.003	2.7447	26.8507
Si	5.4202	2.7942	26.6341
Si	2.682	5.5085	26.7358
Si	8.1563	5.516	26.6804
Si	-0.0197	8.229	26.6505
Si	5.4582	8.2077	26.7574
Si	4.1018	1.3673	28.0971
Si	9.5708	1.3673	28.0971
Si	1.3673	4.1018	28.0971
Si	6.8362	4.1018	28.0971
Si	4.1018	6.8362	28.0971
Si	9.5708	6.8362	28.0971
Si	1.3673	9.5708	28.0971
Si	6.8362	9.5708	28.0971
Si	0	0	29.4644
Si	5.469	0	29.4644
Si	2.7345	2.7345	29.4644
Si	8.2035	2.7345	29.4644
Si	0	5.469	29.4644
Si	5.469	5.469	29.4644
Si	2.7345	8.2035	29.4644
Si	8.2035	8.2035	29.4644
Si	1.3673	1.3673	30.8316
Si	6.8362	1.3673	30.8316
Si	4.1018	4.1018	30.8316
Si	9.5708	4.1018	30.8316
Si	1.3673	6.8362	30.8316
Si	6.8362	6.8362	30.8316
Si	4.1018	9.5708	30.8316
Si	9.5708	9.5708	30.8316
Si	2.7345	0	0.6835
Si	8.2035	0	0.6835
Si	0	2.7345	0.6835
Si	5.469	2.7345	0.6835
Si	2.7345	5.469	0.6835
Si	8.2035	5.469	0.6835
Si	0	8.2035	0.6835
Si	5.469	8.2035	0.6835
Si	4.1018	1.3673	2.0507
Si	9.5708	1.3673	2.0507
Si	1.3673	4.1018	2.0507
Si	6.8362	4.1018	2.0507
Si	4.1018	6.8362	2.0507
Si	9.5708	6.8362	2.0507
Si	1.3673	9.5708	2.0507
Si	6.8362	9.5708	2.0507
Si	0	0	3.418
Si	5.469	0	3.418
Si	2.7345	2.7345	3.418
Si	8.2035	2.7345	3.418
Si	0	5.469	3.418
Si	5.469	5.469	3.418
Si	2.7345	8.2035	3.418
Si	8.2035	8.2035	3.418
Si	1.4026	1.2831	4.7678
Si	6.8809	1.2856	4.8409
Si	4.0936	4.0953	4.7031
Si	9.6188	4.0654	4.8412
Si	1.3797	6.8366	4.8309
Si	6.9225	6.8139	4.7555
Si	4.1571	9.5107	4.8953
Si	9.5516	9.5828	4.7078
Si	2.6437	-0.1391	6.2532
Si	8.2756	-0.1211	6.2403
Si	0.0519	2.6082	6.1669
Si	5.4143	2.6964	6.0273
Si	2.8113	5.445	6.148
Si	8.3044	5.5047	6.202
Si	-0.0556	8.2661	6.0655
Si	5.6755	8.1335	6.2393
Si	3.5557	1.782	7.2161
Si	10.1026	0.8044	7.4475
Si	1.938	3.5359	7.2338
Si	6.3995	4.4972	7.1616
Si	4.7495	6.2495	7.3042
Si	9.3149	7.2757	7.512
Si	0.7737	9.9054	7.5387
Si	7.5337	8.9567	7.5985
O	0.9091	9.0855	9.038
O	1.8249	3.6354	8.925
O	9.5344	1.388	8.9211
O	7.1619	9.4495	9.1804
O	3.587	1.5438	8.8999
O	4.5569	6.7259	8.8836
O	6.8589	3.7523	8.5998
O	10.2657	6.919	8.9022
O	2.4519	2.8268	22.5529
O	5.3813	11.0152	22.6736
O	8.5334	3.126	22.6584
O	-0.6227	5.2296	22.6471
O	8.294	8.6261	22.5705
O	2.5318	4.4662	15.0992
O	2.7108	8.1262	22.4663
O	11.0151	11.0896	22.7588
Si	2.7336	-6.9511	18.6437
Si	-3.3693	7.375	12.8231
Si	9.6593	3.9706	21.793
Si	0.2986	1.0088	14.4992
Si	6.0223	2.7194	12.5257
Si	5.0415	7.3662	16.3005
Si	1.0856	7.6287	12.7614
Si	7.6696	8.3987	21.0847
Si	-1.8226	-0.6848	19.2572
Si	-4.9582	3.8547	9.9406
Si	-8.3968	8.8555	21.0218
Si	9.0256	2.4612	13.0318
Si	-7.283	6.9551	18.9824
Si	13.4803	6.0828	14.8635
Si	5.9443	-5.0216	20.9531
Si	7.6883	4.0246	19.4397
Si	7.1059	9.4195	15.1175
Si	0.3888	0.0349	21.1777
Si	14.4728	6.9846	10.1005
Si	2.2002	3.1023	15.9419
Si	-1.0351	-1.122	16.4019
Si	5.7216	-0.0934	12.8886
Si	11.5543	7.5801	9.68
Si	14.2694	-1.4679	11.858
Si	1.7466	1.0398	11.6426
Si	6.93	4.827	16.5732
Si	4.8267	-8.3828	17.1044
Si	5.3584	5.5779	11.9839
Si	5.2407	10.4692	21.1514
Si	10.9328	-3.7164	15.3595
Si	9.8066	0.9488	10.4598
Si	6.602	1.1089	18.9402
Si	3.0364	2.8664	9.7436
Si	-1.8927	-5.7837	14.2377
Si	-3.2709	-1.2725	10.7167
Si	1.5345	2.6763	21.2133
O	12.0058	-1.4094	20.9106
O	17.2956	-5.6835	10.7186
O	-2.1758	-2.1401	19.9316
O	4.1521	3.1898	18.4597
O	6.3408	4.5334	20.205
O	3.6025	2.224	16.0601
O	13.063	-13.0067	12.7442
O	0.9857	2.2261	15.3339
O	5.5749	0.7712	20.1531
O	7.6854	10.8603	18.7802
O	-0.0283	2.9765	21.5051
O	8.996	15.3193	20.351
O	-6.7159	-3.2073	17.6662
O	1.9491	6.3308	13.3365
O	3.9115	16.9986	11.4118
O	2.1194	3.6958	20.102
O	4.8158	6.6717	20.0756
O	5.2701	4.1584	12.8451
O	-9.4283	-4.0608	15.8637
O	-1.2121	1.3309	13.9693
O	4.0242	6.7352	15.1621
O	-0.7131	-2.7169	16.3967
O	11.2836	7.53	11.3097
O	4.3497	-7.0843	9.7516
O	2.8924	-0.0361	11.2676
O	9.6996	-7.0645	13.4794
O	7.4965	2.4226	19.2605
O	-2.6197	-0.939	16.0348
O	-5.8386	1.4276	12.9122
O	7.4277	2.5603	13.3383
O	12.9584	6.7303	9.541
O	7.8162	4.7496	15.2192
O	1.7202	3.5114	17.4575
O	-1.0247	0.1975	20.3702
O	6.5766	-0.2498	14.2549
O	-0.8443	21.1698	17.9625
O	6.1792	-4.6777	16.6519
O	5.4151	-5.334	22.4546
O	-5.1087	3.6381	16.4313
O	-0.7818	5.8084	15.2185
O	3.7361	-0.9865	20.8386
O	6.2899	-1.6908	20.9069
O	-7.9624	5.5764	18.4706
O	-2.3478	-4.812	13.0037
O	2.4396	2.4734	11.2286
O	13.4771	-3.0986	19.7479
O	9.1021	10.4439	10.7755
O	7.291	6.831	20.9323
O	-3.1084	4.6682	17.9364
O	5.7191	1.264	17.5619
O	9.2803	2.1261	11.4611
O	1.5026	12.0735	20.6841
O	6.0381	6.7778	12.8465
O	4.5605	-1.229	12.9008
O	6.3633	13.5601	10.9291
O	-4.3265	-11.2743	11.5407
O	1.2938	-10.0997	13.2045
O	5.8268	8.7338	15.8698
O	3.7332	-2.4084	10.5989
O	0.4669	0.7801	10.6794
O	7.838	-2.7242	11.4562
O	0.0411	10.6507	15.4761
O	-0.0359	7.9617	13.8925
O	7.767	-2.6269	14.1287

Results
free energy: -129411.338 eV
free energy less fixed offsets of O -568.88, Si -635.61 eV per atom: -0.418 eV

Forces (eV/angstrom), in the order of the atoms: element, x, y, z
Si	0.4728	-0.419	-0.1716
Si	-0.425	0.513	-0.1367
Si	0.5414	-0.4434	-0.2103
Si	-0.3855	0.4052	-0.1988
Si	-0.5822	0.3658	-0.1549
Si	0.4384	-0.5368	-0.2542
Si	-0.4611	0.4376	-0.3496
Si	0.516	-0.3906	-0.1591
Si	-0.0444	0.0448	-0.0965
Si	0.0455	-0.0986	-0.0545
Si	-0.0633	-0.0111	-0.0254
Si	0.0093	0.0005	0.0755
Si	0.0169	-0.0471	0.0245
Si	-0.0707	0.1169	-0.0768
Si	0.0373	-0.0453	0.0002
Si	0.003	0.0609	-0.0516
Si	0.0124	0.0165	0.0631
Si	-0.0326	0.0492	-0.0074
Si	-0.0289	-0.038	0.2339
Si	-0.0458	-0.0052	-0.0363
Si	0.0003	0.0362	-0.0082
Si	-0.0154	0.0092	0.0404
Si	-0.0205	0.0024	-0.0272
Si	-0.0002	-0.0265	0.1084
Si	0.0292	0.1049	-0.6089
Si	-0.0895	0.015	0.785
Si	0.2059	0.2802	0.6132
Si	-0.2496	0.1311	-0.5189
Si	-0.1421	-0.0005	0.1673
Si	-0.0277	0.161	-0.5057
Si	-0.0429	0.0108	-0.5245
Si	-0.1859	0.082	0.3224
Si	-0.101	-0.0092	0.0209
Si	0.0519	-0.068	0.0095
Si	0.0203	0.0936	0.0056
Si	0.1015	-0.0769	0.0117
Si	0.0975	-0.0673	0.0114
Si	-0.0665	-0.0683	0.0045
Si	0.0869	-0.0347	-0.0064
Si	0.0499	0.0599	-0.0007
Si	0.0251	-0.0041	-0.0049
Si	-0.0492	0.0613	-0.0271
Si	0.0346	-0.0479	0.0137
Si	-0.0694	0.0559	-0.0353
Si	-0.0871	0.0769	-0.0248
Si	-0.0279	-0.0016	-0.0053
Si	-0.068	0.0535	-0.0206
Si	0.0342	-0.0146	0.0278
Si	0.0467	-0.0567	0.0341
Si	-0.0271	0.0552	0.0164
Si	-0.0536	0.0344	-0.0234
Si	0.0388	-0.0387	0.0223
Si	0.0369	-0.0515	0.0034
Si	0.0933	-0.0718	0.0289
Si	0.0963	-0.1028	0.0366
Si	-0.0154	0.049	-0.0175
Si	-0.0527	0.0944	0.0173
Si	0.0976	0.0245	-0.0372
Si	-0.0681	-0.101	-0.0168
Si	-0.0785	0.0413	0.007
Si	0.0536	0.0487	-0.0118
Si	-0.0658	0.1088	-0.0091
Si	-0.0812	0.0962	-0.0009
Si	-0.0552	-0.1266	-0.0313
Si	-0.0024	0.0286	-0.5407
Si	-0.0491	-0.2738	0.532
Si	-0.1898	-0.3266	-0.3552
Si	0.0671	-0.1491	0.5168
Si	0.14	-0.1016	0.4015
Si	0.2851	0.0933	-0.2573
Si	0.2849	-0.0515	0.4995
Si	0.0552	-0.0042	-0.6744
Si	-0.0008	-0.0203	-0.1259
Si	0.0678	0.1136	-0.018
Si	-0.0297	0.0282	-0.21
Si	-0.0426	-0.0935	0.0632
Si	0.0321	0.0053	-0.0384
Si	0.0617	-0.0723	-0.0542
Si	0.0215	-0.0275	0.0038
Si	-0.0472	0.0269	-0.1565
Si	0.0794	0.0599	-0.0822
Si	0.0633	-0.0141	0.0909
Si	0.0756	0.0459	0.0178
Si	-0.0011	-0.0192	0.0638
Si	0.0725	-0.0391	0.1729
Si	-0.1575	0.0171	0.0449
Si	-0.0004	-0.1445	-0.0487
Si	-0.0653	0.0534	-0.0124
Si	0.314	-0.3158	0.1333
Si	-0.4901	0.5059	0.0624
Si	-0.386	0.2514	0.0889
Si	0.4269	-0.4127	-0.1346
Si	-0.3318	0.405	0.0468
Si	0.5473	-0.3417	0.0418
Si	0.3406	-0.5191	0.2707
Si	-0.5099	0.4995	0.3407
O	-0.1389	0.2261	-0.205
O	0.2514	-0.1721	-0.1515
O	0.1643	-0.1824	-0.3022
O	0.1607	-0.2304	-0.4894
O	-0.2555	0.3313	-0.1572
O	0.0938	-0.1283	-0.129
O	-0.185	0.2383	-0.0977
O	-0.3722	0.0849	-0.2678
O	-0.1295	0.2044	0.2775
O	0.1657	-0.1334	0.3748
O	0.14	-0.2241	0.2165
O	0.3383	-0.1018	0.305
O	-0.1207	0.165	0.4197
O	0.0008	0.0338	-0.0618
O	0.2197	-0.3031	0.429
O	-0.1474	0.1024	0.16
Si	0.118	0.0477	-0.0704
Si	-0.1126	-0.076	0.1907
Si	-0.076	-0.0127	-0.2741
Si	-0.0596	0.0483	0.012
Si	-0.0325	0.0465	0.3314
Si	-0.0059	-0.0704	0.0545
Si	0.1673	0.0228	0.2793
Si	0.0602	-0.0154	-0.4137
Si	-0.0601	0.031	-0.0284
Si	0.2564	-0.1046	0.504
Si	-0.0253	0.0894	-0.3463
Si	-0.0933	0.0772	0.1563
Si	-0.0477	-0.1356	-0.1154
Si	0.0847	-0.0307	0.1365
Si	0.004	0.0226	-0.3849
Si	-0.2281	-0.1862	-0.1622
Si	-0.0383	-0.0233	-0.064
Si	-0.106	0.0075	-0.2083
Si	0.1563	0.0431	0.2927
Si	0.0915	0.0538	0.1285
Si	-0.0269	-0.0156	0.1333
Si	-0.1827	0.0039	0.1488
Si	0.0431	0.1782	0.0887
Si	0.1478	0.0681	0.2812
Si	-0.0188	-0.1458	0.2119
Si	-0.0793	-0.0775	0.0302
Si	0.0011	-0.0144	0.0541
Si	0.2269	-0.0806	0.293
Si	0.0258	0.0836	-0.3799
Si	-0.014	0.013	0.0446
Si	0.0005	0.0687	0.4172
Si	0.0567	0.0298	-0.0707
Si	-0.0348	-0.1278	0.3111
Si	-0.0691	0.0131	0.0641
Si	-0.0741	0.0482	0.3281
Si	0.1671	-0.0943	-0.3307
O	-0.0068	-0.0727	0.1097
O	-0.1048	-0.0632	-0.1945
O	-0.0804	-0.0831	0.1443
O	-0.0393	0.0343	0.0474
O	-0.0033	0.0043	0.1095
O	-0.0485	0.012	-0.0466
O	-0.0642	-0.0473	-0.0859
O	-0.0488	-0.0432	-0.0317
O	-0.0607	-0.09	0.1607
O	0.0566	-0.0655	0.048
O	-0.156	0.0822	0.1705
O	0.2104	0.0308	0.2961
O	0.0128	0.0498	0.0381
O	-0.0678	0.0585	-0.0974
O	-0.1199	0.0387	-0.2061
O	-0.074	-0.0505	0.183
O	0.0282	-0.0334	0.1056
O	-0.0399	0.0219	-0.1164
O	-0.0577	-0.0051	-0.012
O	-0.0007	0.0038	-0.0272
O	-0.0883	0.0067	-0.0798
O	0.0233	-0.0137	-0.0032
O	-0.0134	0.023	-0.3084
O	-0.1848	0.0537	-0.0496
O	-0.0725	0.0047	-0.1452
O	0.0006	0.0008	-0.0519
O	0.0428	0.167	0.0583
O	0.0139	-0.0062	-0.0289
O	0.1122	0.0186	-0.1118
O	0.0519	-0.039	-0.0941
O	-0.1116	-0.1017	-0.1339
O	0.0433	0.017	-0.0434
O	-0.0234	-0.0322	-0.0451
O	0.0651	0.0603	0.1355
O	0.0342	0.0106	-0.0228
O	0.0247	0.01	-0.0291
O	0.045	0.004	0.0203
O	-0.2667	0.1939	0.513
O	0.0238	0.042	-0.0533
O	-0.0225	-0.0585	0.0086
O	-0.0121	0.0042	0.11
O	-0.0164	0.0435	0.1172
O	-0.0061	-0.0111	0.0141
O	0.063	0.0071	-0.0285
O	0.1699	0.2106	-0.2127
O	-0.0214	0.0698	0.1878
O	0.0931	-0.0006	-0.1855
O	0.0931	-0.0436	0.1699
O	0.0431	0.036	0.0882
O	-0.0292	0.0172	0.0085
O	-0.0124	-0.0166	-0.1017
O	0.0439	0.0238	0.0852
O	-0.0231	-0.0108	-0.1027
O	-0.0681	-0.0195	-0.1275
O	-0.0314	-0.0142	-0.1548
O	0.0379	-0.0113	-0.0999
O	0.0395	0.0295	-0.1082
O	0.0033	0.0153	0.0153
O	-0.0189	-0.0866	-0.153
O	0.0095	-0.0581	-0.11
O	0.0498	0.0067	-0.1453
O	0.0134	0.0085	-0.0534
O	0.0452	-0.0186	-0.1624
O	0.0439	-0.0255	-0.0763

The program warned: the cutoff lies below the one the program advises for these potential files; the exchange-correlation potential is rough where the density is thin.
